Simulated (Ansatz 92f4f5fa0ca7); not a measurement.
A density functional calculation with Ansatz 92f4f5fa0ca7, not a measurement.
Periodic cell of 226 atoms, Si133O92B1, from a study of silicon, its oxide and their interface. The atomic structure is a simulated model.
Doubt: the cutoff is far below the 930 eV that the study's wrapper takes by default for these files, so forces and energies are approximate.
This geometry differs little from another in the collection (a relaxation step or a small displacement).

Settings
functional: PBE
potential files: Ansatz PAW
basis: plane waves
wave-function cutoff: 580 eV
density cutoff ratio: 5
exchange-correlation grid ratio: 1
k mesh: 1 x 1 x 1, Gamma-centred
self-consistency stop: 5e-08 eV per atom in the density residual
occupations: fixed
spin: none
net charge: -1 e, with a uniform compensating background and no finite-size correction

Cell vectors (angstrom)
a 10.938 0 0
b 0 10.938 0
c 0 0 31.9494

Atoms: element, x, y, z (angstrom)
Si 10.6235 0.0083 24.4583
Si 5.0826 0.1297 24.7121
Si 2.8196 2.2903 24.569
Si 8.5578 2.4348 24.6106
Si 10.704 5.5903 24.3838
Si 5.1467 5.6115 24.4824
Si 2.9811 7.9425 24.4508
Si 8.4187 7.8313 24.4496
Si 1.2907 1.1318 25.8746
Si 6.8142 1.3299 25.8051
Si 3.9779 4.0122 25.766
Si 9.6873 4.0201 25.8804
Si 1.3354 6.7918 25.73
Si 6.7994 6.7218 25.767
Si 3.9966 9.4635 25.9784
Si 9.4821 9.4403 25.8344
Si 2.6345 -0.1414 27.3182
Si 8.1645 -0.0611 27.2005
Si 0.0765 2.6609 27.2434
Si 5.4217 2.716 27.1663
Si 2.6587 5.3911 27.1639
Si 8.1862 5.3724 27.151
Si 0.0118 8.177 27.1851
Si 5.5118 8.1397 27.1984
Si 4.0276 1.3391 28.5682
Si 9.5987 1.3031 28.581
Si 1.3999 4.0191 28.6348
Si 6.8044 4.0612 28.5414
Si 4.0809 6.778 28.5091
Si 9.5547 6.783 28.5036
Si 1.278 9.532 28.6951
Si 6.822 9.5364 28.5785
Si 0.1161 0.134 30.1029
Si 5.4387 -0.0164 29.9039
Si 2.6056 2.5573 30.0718
Si 8.1953 2.7035 29.884
Si -0.0191 5.4298 29.898
Si 5.4346 5.4266 29.9045
Si 2.7369 8.1508 29.9196
Si 8.2403 8.1933 29.8958
B 1.3702 1.3695 31.2577
Si 6.8205 1.365 31.2593
Si 4.0633 4.0317 31.264
Si 9.5957 4.032 31.2686
Si 1.3535 6.8073 31.2732
Si 6.8292 6.84 31.2474
Si 4.035 9.6078 31.2782
Si 9.5999 9.5947 31.2762
Si 2.5788 0.1696 0.5137
Si 8.2048 0.0119 0.6678
Si 0.1627 2.5888 0.5092
Si 5.4766 2.7467 0.7016
Si 2.7382 5.4499 0.6732
Si 8.226 5.4703 0.6538
Si 0.0157 8.2188 0.7008
Si 5.4594 8.2432 0.6713
Si 4.052 1.3693 1.9975
Si 9.6496 1.375 1.9662
Si 1.3369 4.0884 1.989
Si 6.8453 4.1549 2.0301
Si 4.0926 6.8563 2.0157
Si 9.5796 6.8414 2.0474
Si 1.3881 9.6666 1.9943
Si 6.8283 9.6281 2.0346
Si 0.0246 0.0383 3.4343
Si 5.4554 0.0493 3.4035
Si 2.7221 2.775 3.3701
Si 8.2833 2.7786 3.2927
Si 0.0302 5.4907 3.4211
Si 5.4748 5.5325 3.4046
Si 2.7386 8.2697 3.3466
Si 8.2381 8.2827 3.3659
Si 1.3778 1.4588 4.8097
Si 6.9132 1.4806 4.6631
Si 4.0606 4.1559 4.7275
Si 9.6014 4.0808 4.7516
Si 1.3687 6.9777 4.7798
Si 6.84 6.9933 4.7093
Si 4.0937 9.5766 4.7622
Si 9.6222 9.5852 4.8106
Si 2.7581 0.0459 6.1107
Si 8.29 0.1291 6.0512
Si 0.0256 2.8052 6.2762
Si 5.5287 2.8425 6.027
Si 2.754 5.608 6.0962
Si 8.2601 5.6004 5.932
Si 0.0538 8.3059 6.3281
Si 5.5025 8.3108 6.1955
Si 4.4336 1.1902 7.287
Si 9.8123 1.16 7.5744
Si 1.1834 4.516 7.4661
Si 6.6413 4.5486 7.2124
Si 4.3241 6.715 7.4999
Si 9.739 6.6217 7.4634
Si 1.2798 9.9472 7.6619
Si 6.7238 9.9743 7.3743
O 9.5686 1.2366 24.0098
O 4.092 6.7933 23.956
O 4.0192 1.2437 24.0668
O 9.5378 6.7031 23.9136
O -0.0198 5.5539 7.9966
O 5.5718 0.1302 7.8848
O 0.0657 0.0916 8.1156
O 5.5268 5.6136 7.8489
O 7.5849 3.9806 8.4307
O 8.7383 7.0624 8.7359
O 2.1792 9.4613 9.0153
O 8.893 1.6916 8.8878
O 7.6169 9.4848 8.6876
O 3.6332 1.8415 8.5709
O 3.5919 7.2302 8.9237
O 2.0807 4.0251 8.7839
O 8.1266 3.4736 23.3821
O 0.4594 4.9309 22.9929
O 1.9139 2.7304 23.254
O 5.8178 4.899 23.1389
O 5.5393 10.021 23.5202
O 2.4226 8.675 23.0555
O 0.1801 10.0802 23.1016
O 7.7895 8.5801 23.0956
Si 8.6575 7.7023 18.4582
Si 8.791 6.3548 13.6281
Si 3.7957 1.5434 14.7193
Si 2.135 5.7461 17.6414
Si 2.4165 3.1457 19.5198
Si 9.8137 9.029 12.0695
Si 1.3218 9.4177 22.1143
Si 9.1751 0.9632 13.1984
Si 1.4266 5.0542 13.0209
Si 1.798 8.2557 12.7982
Si 6.6606 9.5651 22.4547
Si 4.527 4.604 15.7077
Si 8.2109 3.0242 9.5572
Si 0.84 8.25 19.2841
Si 6.9588 1.3519 21.1005
Si 8.228 8.3225 9.6451
Si 10.8955 5.1991 15.6088
Si 7.5686 9.4942 16.321
Si 9.938 2.0665 20.3157
Si 3.2163 8.516 9.8873
Si 6.6925 3.362 17.4246
Si 1.1694 0.2078 19.8309
Si 3.242 2.8209 12.2756
Si 7.2132 5.4022 19.7138
Si 5.7519 8.6676 11.5285
Si 5.7917 6.0724 13.196
Si 4.636 9.7126 17.6312
Si 1.0263 3.6017 22.2115
Si 4.9007 1.4902 18.8157
Si 3.2067 3.096 9.4888
Si 6.4526 10.8121 13.7876
Si 10.3511 0.1173 15.9736
Si 5.6715 3.6581 11.1424
Si 9.8392 3.8942 11.8951
Si 2.3462 9.9248 15.5381
Si 6.0774 8.1386 19.8219
Si 6.9262 3.9673 22.4055
Si 9.7567 2.7782 17.379
O 7.2013 6.3759 13.9743
O 1.8798 7.0585 18.6893
O 10.2964 4.0235 16.5194
O 6.1689 9.9618 17.0573
O 10.1516 0.7078 14.4715
O 8.4441 6.1234 18.8852
O 5.1701 0.6827 14.4227
O 5.7153 2.0691 17.5342
O 8.3502 1.9525 20.5501
O 2.0004 4.2997 18.4207
O 6.9728 2.8027 10.6308
O 4.8776 2.709 12.2085
O 6.028 4.3995 16.3518
O 4.5703 3.9327 9.9358
O 10.6928 2.784 21.5705
O 9.7294 6.1525 14.9644
O 6.0082 6.5019 19.8626
O 4.0856 0.1798 18.2825
O 9.2608 10.5518 12.2778
O 2.8585 4.3632 12.6922
O 1.9132 10.6933 21.2322
O 3.996 2.7238 19.4061
O 0.7337 10.0449 15.9624
O 1.2758 9.8063 18.8526
O 1.7192 1.6631 19.2996
O 8.9421 10.3834 16.4928
O 4.8767 8.5949 18.8037
O 9.5678 8.7595 10.4807
O 6.7365 4.1053 18.8686
O 2.8463 1.7276 13.3905
O 5.8325 8.7881 21.2827
O 2.5527 2.4572 10.8522
O 7.6071 4.8502 21.1959
O 5.2194 7.4771 12.547
O 0.4326 9.0672 12.4888
O 7.5839 1.0511 13.5826
O 7.1049 9.6268 14.749
O 8.9795 5.0287 12.6912
O 8.0912 8.0352 16.925
O 6.2115 2.5722 21.9015
O 2.456 9.0664 14.1032
O 0.4245 4.4822 11.8662
O 0.8086 8.3181 20.951
O 9.3902 3.8267 10.3412
O 9.6545 2.3828 12.5309
O 7.6222 8.5744 19.4041
O 2.5531 8.1742 11.3517
O 3.9841 3.0599 15.3677
O 0.8514 4.4942 14.4415
O 10.0645 3.0018 18.9668
O 9.1505 7.7994 12.9411
O 10.5167 0.5431 20.0964
O 6.0404 5.0398 11.9356
O 8.1538 2.7595 17.0351
O 3.529 5.4775 16.7286
O 4.6651 9.1364 10.3826
O 1.5325 6.6763 13.1665
O 4.7642 5.4944 14.3437
O 2.0441 3.861 20.9423
O 10.5414 1.4054 16.9597
O 0.942 6.0653 16.5685
O 7.3528 10.9526 21.9351
O 5.9388 0.9111 19.9212
O 6.0775 10.023 12.401
O 2.8449 0.5494 15.5856
O 7.0546 8.0152 10.7589
O 10.2438 8.0192 18.7013
O 3.4509 9.2076 16.5763

Results
free energy: -137022.773 eV
free energy less fixed offsets of B -154.04, O -568.88, Si -635.61 eV per atom: 4.357 eV

Forces (eV/angstrom), in the order of the atoms: element, x, y, z
Si -0.0312 -0.0457 -0.114
Si 0.0034 -0.0207 -0.1355
Si 0.0059 0.0272 -0.0969
Si 0.0041 0.0131 -0.1463
Si 0.0509 0.0219 -0.1359
Si 0.0147 -0.0382 -0.1065
Si -0.0302 -0.01 -0.1607
Si -0.009 0.0502 -0.1113
Si -0.015 0.0098 0.001
Si -0.0221 0 0.0333
Si -0.0001 -0.0366 0.0159
Si -0.0283 0.0208 0.0275
Si -0.0296 0 0.0274
Si 0.0009 -0.0008 0.0106
Si 0.0154 0.009 0.0277
Si 0.0053 0.0129 0.0118
Si 0.0149 0.0218 0.037
Si 0.0541 0.0085 0.0163
Si -0.004 -0.0419 0.0523
Si -0.0326 0.0067 0.0308
Si 0.0242 0.0155 0.039
Si 0.0123 -0.0036 0.0362
Si 0.019 0.0144 0.0313
Si -0.0135 -0.0084 0.0172
Si 0.0288 0.0201 -0.0154
Si -0.0128 -0.017 -0.0024
Si 0.0413 -0.0052 0.0203
Si -0.0011 -0.0237 0.0154
Si -0.0187 -0.0417 -0.0087
Si 0.019 -0.017 -0.0242
Si -0.0482 -0.0481 0.0733
Si 0.0095 0.0028 0.0374
Si 0.0264 -0.0054 -0.0394
Si -0.0212 -0.001 0.0062
Si 0.0004 0.0158 -0.0183
Si -0.0063 0.0066 -0.0066
Si -0.028 -0.0056 0.0085
Si -0.0019 -0.0076 0.0013
Si -0.0272 0.056 -0.0202
Si -0.0062 0.0242 0.0153
B -0.0303 -0.0023 0.0108
Si 0.0165 -0.0023 0.0106
Si 0.0027 0.0035 0.0003
Si 0.0106 -0.005 -0.0056
Si 0.0138 -0.0064 0.0114
Si -0.0026 0.002 -0.005
Si 0.0003 -0.0026 -0.0024
Si 0.0005 -0.004 -0.0021
Si 0.0183 -0.0136 0.008
Si 0.008 0.0138 0.0026
Si -0.006 0.0094 0.0155
Si -0.0214 -0.0042 -0.0179
Si -0.009 -0.0077 0.001
Si 0.0107 0.0023 -0.0063
Si -0.0061 0.0067 -0.013
Si -0.0128 0.0082 -0.0019
Si -0.0062 0.007 -0.0097
Si -0.0291 -0.0017 0.0003
Si 0.0422 -0.0288 -0.0054
Si 0.0211 -0.0256 0.0224
Si 0.0048 -0.0169 0.0093
Si -0.0126 0.0005 -0.0024
Si 0.0093 0.0017 0.0126
Si 0.044 -0.0234 -0.0019
Si 0.0119 0.016 0.0099
Si -0.0202 -0.0099 0.0157
Si -0.0508 0.006 -0.0255
Si 0.045 0.0273 -0.0757
Si 0.0161 0.0093 0.0278
Si -0.0197 0.028 0.006
Si -0.0152 0.0115 -0.0299
Si 0.0225 0.0793 -0.0233
Si -0.0133 -0.0025 -0.0211
Si -0.0261 -0.0289 0.0369
Si 0.0154 0.0177 -0.0005
Si 0.0131 0.0004 0.0031
Si -0.0247 -0.0105 -0.0171
Si -0.0154 -0.0458 0.0087
Si 0.0055 0.0436 0.0063
Si -0.0053 -0.0274 -0.0356
Si 0.0205 -0.0049 -0.0298
Si -0.0052 0.0087 -0.0295
Si 0.0112 0.0081 -0.0489
Si -0.0098 -0.0183 -0.0195
Si -0.0001 -0.0025 -0.0174
Si -0.0155 0.0046 -0.0223
Si 0.0149 0.0201 -0.0215
Si 0.004 0.0023 -0.0262
Si -0.0237 0.0232 0.0481
Si -0.0231 -0.0056 0.1176
Si 0.0265 -0.0106 0.0636
Si 0.0413 -0.0022 0.0891
Si -0.0167 -0.0066 0.1024
Si -0.0345 -0.0075 0.089
Si 0.0157 -0.0211 0.0688
Si 0.0126 0.0005 0.0824
O -0.0009 0.0121 0.0357
O -0.0117 0.0348 0.0413
O 0.0172 -0.007 0.0293
O 0.0154 -0.0164 0.0323
O -0.0063 0.0013 -0.0111
O 0.0136 -0.001 0.0017
O -0.0141 0.0016 -0.0162
O -0.0069 -0.0021 -0.0173
O -0.0314 0.0185 -0.0416
O 0.0395 -0.0319 -0.0413
O -0.0497 0.0383 -0.0374
O 0.0447 -0.0442 -0.0453
O -0.0381 0.0389 -0.0523
O 0.0288 -0.0484 -0.0399
O 0.0335 -0.044 -0.0627
O -0.051 0.0374 -0.0329
O 0.0281 -0.0345 0.0564
O -0.048 0.0526 0.057
O 0.0396 -0.0319 0.0633
O -0.0531 0.0545 0.0585
O -0.0251 0.027 0.0429
O 0.0521 -0.0431 0.0707
O -0.037 0.0421 0.0726
O 0.0445 -0.0557 0.0488
Si 0.0011 -0.0019 0.0335
Si 0.003 -0.0026 -0.0304
Si 0.0021 -0.0008 -0.0116
Si 0.008 0.0036 0.026
Si 0.0135 -0.0072 0.0284
Si -0.0005 0.002 -0.026
Si -0.0021 0.0046 -0.0458
Si -0.0014 -0.0025 -0.0336
Si -0.0051 -0.0001 -0.0391
Si -0.0071 -0.0013 -0.0203
Si -0.0177 0.0241 -0.0092
Si -0.0033 -0.0081 0.0014
Si -0.0109 0.0334 0.0105
Si -0.0002 -0.012 0.0164
Si -0.0073 -0.0055 0.041
Si 0.0079 -0.0019 0.0284
Si 0.0023 -0.0034 0.0058
Si 0.0026 0.0072 0.0077
Si -0.0052 -0.0054 0.0327
Si 0.0136 0.0097 0.0304
Si -0.0004 -0.007 0.0174
Si -0.0049 0.0037 0.0389
Si 0.0049 0.004 -0.0313
Si -0.0036 0.0085 0.0302
Si 0.0015 0.0034 -0.0281
Si -0.0005 -0.0021 -0.0264
Si 0.0007 0.0057 0.019
Si -0.0003 -0.0287 -0.0444
Si -0.0042 0.0017 0.0332
Si 0.0241 0.0074 0.0183
Si 0.0054 0.0043 -0.0173
Si -0.0011 -0.0057 0.0084
Si -0.0008 0.0075 -0.039
Si 0.0091 0.005 -0.027
Si 0.0019 0.0069 0.0062
Si 0.002 -0.0108 0.0334
Si 0.0099 -0.0215 -0.0226
Si -0.0027 -0.002 0.0118
O -0.0035 0.0004 0.0136
O -0.0056 0.0093 -0.0181
O 0.0012 0.0007 -0.0048
O -0.0046 0.0026 -0.0056
O -0.0041 0.0053 0.0011
O -0.0032 -0.0046 -0.0214
O 0.0038 -0.0024 0.0084
O -0.0045 -0.0019 -0.0072
O -0.0081 -0.0037 -0.0266
O -0.0042 -0.0157 -0.0114
O 0.0237 -0.0029 0.0126
O 0.0055 0.0043 0.0175
O -0.0005 -0.0002 -0.0015
O -0.0196 -0.0014 0.0106
O 0.0188 0.018 -0.0019
O -0.0072 0.0037 0.0018
O -0.0004 -0.0005 -0.0286
O 0 0.0023 -0.0174
O 0.0013 -0.0146 0.022
O 0.006 -0.0077 0.0276
O -0.0003 -0.0197 0.0017
O -0.0056 0.0017 -0.0275
O 0 -0.0014 0.0003
O -0.0003 0.0006 -0.0108
O -0.0034 -0.0009 -0.024
O 0.002 0.0019 -0.0057
O 0.0061 -0.0056 -0.0121
O -0.0197 -0.0087 -0.0062
O 0.002 0.0093 -0.012
O -0.0007 0.0056 0.0083
O 0.0122 0.0202 0.0121
O 0.0015 0.0078 -0.0084
O -0.0089 -0.0222 0.0093
O -0.0003 0.0124 0.0147
O -0.002 0 0.023
O 0.0022 0.0023 0.0179
O -0.0022 0.0031 0.0004
O 0.0021 -0.011 0.017
O 0.004 -0.0067 -0.0007
O 0.0061 0.0275 -0.0123
O 0.0003 -0.0077 0
O -0.0074 -0.0048 0.0263
O 0.0074 0.0162 0.014
O -0.022 -0.015 -0.0028
O 0.0007 0.0124 0.0189
O -0.0102 0.0003 -0.0236
O 0.0219 0.0051 -0.0219
O -0.0003 -0.0017 0.003
O 0.0041 0.0031 0.0051
O 0.0012 -0.0076 -0.0063
O 0.0022 0.0111 0.015
O -0.0016 0.0054 -0.0261
O 0.0013 -0.0144 0.0163
O 0.0028 0 -0.0065
O 0.0009 0.0001 -0.0081
O -0.0205 -0.0037 0.012
O 0.0036 0.0055 0.0233
O 0.0037 0.0062 0.005
O -0.0216 0.0066 0.0141
O -0.0008 0.0045 -0.007
O -0.0025 -0.0027 -0.0091
O -0.0064 -0.0253 -0.014
O 0.0206 0.0037 -0.0119
O -0.006 -0.0179 0.0085
O 0.0016 0.0013 -0.0008
O 0.0242 0.0038 0.002
O 0.0073 0.0034 -0.0192
O -0.0015 -0.0036 -0.0018

The program warned: the cutoff lies below the one the program advises for these potential files; the forces do not sum to zero within the program's tolerance; the exchange-correlation potential is rough where the density is thin.
